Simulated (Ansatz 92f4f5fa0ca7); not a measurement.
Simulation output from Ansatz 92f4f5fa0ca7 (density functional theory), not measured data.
Periodic cell of 285 atoms, Si195O90, from a study of silicon, its oxide and their interface. The atomic structure is a simulated model.
Doubt: the cutoff is far below the 930 eV that the study's wrapper takes by default for these files, so forces and energies are approximate.
This geometry differs little from another in the collection (a relaxation step or a small displacement).

Settings
functional: PBE
potential files: Ansatz PAW
basis: plane waves
wave-function cutoff: 580 eV
density cutoff ratio: 5
exchange-correlation grid ratio: 1
k mesh: 1 x 1 x 1, Gamma-centred
self-consistency stop: 5e-08 eV per atom in the density residual
occupations: fixed
spin: none
net charge: 0

Cell vectors (angstrom)
a  11.6015  0  0
b  0  10.938  0
c  0  0  40.4158

Atoms and the computed forces on them: element, x, y, z (angstrom), force x, y, z (eV/angstrom)
Si  0  0  0.9665  -0.0006  0.0244  0.007
Si  3.8672  0  0.9665  -0.0063  0.035  0.0083
Si  7.7343  0  0.9665  0.008  0.0294  0.0074
Si  1.9336  1.3673  0.9665  -0.001  -0.0316  -0.0048
Si  5.8008  1.3673  0.9665  0.0008  -0.055  -0.0023
Si  9.6679  1.3673  0.9665  -0.0018  -0.0276  -0.0095
Si  0  5.469  0.9665  0.0028  -0.0052  -0.0105
Si  3.8672  5.469  0.9665  -0.0052  0.0622  -0.0002
Si  7.7343  5.469  0.9665  0.003  0.0727  0.0118
Si  1.9336  6.8362  0.9665  -0.0102  -0.0257  -0.013
Si  5.8008  6.8362  0.9665  -0.0009  -0.057  0.0067
Si  9.6679  6.8362  0.9665  0.0112  -0.054  -0.0002
Si  1.9336  2.7345  39.4487  -0.0285  0.0226  0.0081
Si  5.8008  2.7345  39.4487  -0.0203  0.0372  0.0054
Si  9.6679  2.7345  39.4487  -0.0099  0.0159  0.0131
Si  0  4.1018  39.4487  -0.0219  0.0116  0.0141
Si  3.8672  4.1018  39.4487  -0.0257  -0.0579  -0.01
Si  7.7343  4.1018  39.4487  -0.0182  -0.0558  -0.0044
Si  1.9336  8.2035  39.4487  -0.021  0.0409  -0.0078
Si  5.8008  8.2035  39.4487  -0.0273  0.0454  -0.0002
Si  9.6679  8.2035  39.4487  -0.0137  0.0491  -0.0025
Si  0  9.5708  39.4487  -0.0243  -0.0091  0.0069
Si  3.8672  9.5708  39.4487  -0.0151  -0.0253  -0.0028
Si  7.7343  9.5708  39.4487  -0.0222  -0.0208  0.0007
Si  0  0  4.8337  0.0235  0.0472  -0.0412
Si  3.8672  0  4.8337  0.1115  0.0898  -0.0535
Si  7.7343  0  4.8337  0.0316  0.0603  -0.1041
Si  1.9336  1.3673  4.8337  0.106  -0.0028  0.0285
Si  5.8008  1.3673  4.8337  0.0772  -0.002  0.1361
Si  9.6679  1.3673  4.8337  -0.0072  -0.0275  -0.0394
Si  0  5.469  4.8337  0.0437  0.0791  -0.2308
Si  3.8672  5.469  4.8337  0.0932  0.0891  0.1203
Si  7.7343  5.469  4.8337  0.046  0.0586  0.2726
Si  1.9336  6.8362  4.8337  0.0906  0.0154  -0.1642
Si  5.8008  6.8362  4.8337  0.0507  0.003  0.1118
Si  9.6679  6.8362  4.8337  0.0397  0.0172  0.0796
Si  1.9336  2.7345  2.9001  0.0119  0.0177  -0.009
Si  5.8008  2.7345  2.9001  0.0237  0.0622  0.0304
Si  9.6679  2.7345  2.9001  0.0264  0.0163  0.0015
Si  0  4.1018  2.9001  0.0186  0.0402  -0.0386
Si  3.8672  4.1018  2.9001  0.0198  -0.0656  0.0165
Si  7.7343  4.1018  2.9001  0.0218  -0.0895  0.0195
Si  1.9336  8.2035  2.9001  0.0175  -0.0125  -0.0297
Si  5.8008  8.2035  2.9001  0.0294  0.0661  0.0146
Si  9.6679  8.2035  2.9001  0.0174  0.0479  0.0019
Si  0  9.5708  2.9001  0.0263  -0.0068  -0.0235
Si  3.8672  9.5708  2.9001  0.0169  -0.0329  -0.0002
Si  7.7343  9.5708  2.9001  0.0162  -0.0213  -0.0035
Si  -0.1628  0.1597  29.9122  -0.0604  0.0605  0.0206
Si  3.7937  -0.018  29.7594  0.0018  0.0285  0.0328
Si  7.7215  -0.2502  29.8985  0.0045  0.0524  -0.0245
Si  1.8489  1.3524  29.8975  0.0469  -0.0315  -0.0705
Si  5.8286  1.1875  29.7858  -0.0146  -0.0311  -0.0041
Si  9.4036  1.385  29.9042  0.0538  -0.0662  -0.0021
Si  -0.2196  5.4012  29.9065  -0.0572  0.0819  -0.0026
Si  3.417  5.45  29.6797  0.0349  0.0571  -0.0142
Si  7.4018  5.356  29.7058  0.0044  0.0168  0.0093
Si  1.5624  6.903  29.8338  -0.0044  -0.0599  -0.0069
Si  5.4444  6.7373  29.6187  -0.0223  -0.027  0.0233
Si  9.3526  6.6626  29.698  0.0071  -0.0478  0.0059
Si  1.8004  2.7435  31.7915  -0.0172  -0.0404  0.01
Si  5.6416  2.6504  31.693  -0.0211  -0.0733  -0.0102
Si  9.4654  2.7561  31.8032  -0.006  -0.0608  -0.0122
Si  -0.1819  4.0578  31.8291  0.019  0.0539  0.019
Si  3.7194  4.0858  31.6596  0.0489  0.0739  -0.0505
Si  7.509  4.0779  31.7225  0.011  0.049  -0.002
Si  1.7518  8.3133  31.6945  0.0141  -0.0008  0.027
Si  5.5847  8.0576  31.6663  0.0013  -0.0558  -0.0141
Si  9.529  8.0808  31.6684  0.0342  -0.0498  -0.0331
Si  -0.2224  9.596  31.7467  -0.0005  0.0409  0.0186
Si  3.7556  9.5689  31.7199  0.022  0.0468  -0.0167
Si  7.5654  9.3569  31.78  -0.0003  0.0197  0.0158
Si  -0.1418  0.0005  33.6805  -0.0049  -0.0311  0.0081
Si  3.7641  -0.022  33.6617  -0.023  -0.034  0.0255
Si  7.5986  -0.0646  33.6367  -0.0125  -0.0409  -0.0151
Si  1.8221  1.3244  33.6738  -0.0085  0.0585  0.0097
Si  5.683  1.3313  33.6521  0.0229  0.0286  0.0214
Si  9.5129  1.3289  33.6766  0.007  0.033  0.0241
Si  -0.0897  5.4655  33.6979  0.0157  -0.0236  0.0232
Si  3.7568  5.4484  33.6102  -0.0128  -0.0219  0.0318
Si  7.6101  5.4604  33.6428  -0.0077  -0.0472  0.0041
Si  1.833  6.8431  33.5958  0.0059  0.0295  -0.023
Si  5.6741  6.7988  33.6554  0.0134  0.0349  0.0147
Si  9.5689  6.784  33.6412  0.0101  0.0359  0.0229
Si  1.8699  2.7179  35.5895  -0.0043  -0.0026  -0.0169
Si  5.7326  2.7249  35.5742  -0.011  -0.0021  -0.006
Si  9.5866  2.728  35.5871  0.0047  0.0021  -0.0005
Si  -0.0618  4.0812  35.6035  -0.0082  -0.0011  -0.0059
Si  3.7938  4.0937  35.5665  -0.0026  0.0057  -0.0023
Si  7.6598  4.0963  35.5829  0.0029  0.0108  -0.0182
Si  1.8704  8.1883  35.5631  -0.0143  0.0011  -0.0029
Si  5.7259  8.1927  35.5785  0.0037  -0.0155  -0.0161
Si  9.5937  8.1888  35.5674  -0.0029  -0.016  -0.0178
Si  -0.0708  9.5529  35.5917  0.0037  0.0128  -0.0081
Si  3.7978  9.5568  35.5927  -0.0075  0.006  -0.0194
Si  7.6593  9.553  35.5917  -0.0038  -0.0041  -0.0043
Si  0  0  37.5151  -0.0529  -0.0246  0.0185
Si  3.8672  0  37.5151  -0.063  0.0193  0.0242
Si  7.7343  0  37.5151  -0.0563  0.007  -0.0097
Si  1.9336  1.3673  37.5151  -0.0315  -0.1006  0.0802
Si  5.8008  1.3673  37.5151  -0.0676  -0.0463  -0.0225
Si  9.6679  1.3673  37.5151  -0.0658  -0.0513  0.0413
Si  0  5.469  37.5151  -0.0574  -0.0221  0.0915
Si  3.8672  5.469  37.5151  -0.0523  -0.0085  -0.0981
Si  7.7343  5.469  37.5151  -0.0736  0.0428  -0.0155
Si  1.9336  6.8362  37.5151  -0.0594  -0.0652  -0.098
Si  5.8008  6.8362  37.5151  -0.0671  -0.087  -0.0105
Si  9.6679  6.8362  37.5151  -0.0631  -0.0716  -0.0646
Si  2.0197  2.7569  6.7564  0.0038  0.0058  -0.0056
Si  5.8736  2.7446  6.7857  0.0049  -0.018  -0.001
Si  9.7218  2.7464  6.7529  -0.0029  -0.0127  0.0014
Si  0.059  4.0874  6.7182  0.0166  -0.0195  0.0148
Si  3.9598  4.1182  6.7884  -0.02  0.0208  0.0111
Si  7.7939  4.124  6.8214  0.018  0.0246  0.014
Si  2.0207  8.2362  6.7266  0.0004  0.0126  0.0004
Si  5.8733  8.201  6.7924  -0.0032  0.0033  0.0109
Si  9.7183  8.2126  6.78  0.0102  -0.0067  0.0119
Si  0.0679  9.5794  6.7627  -0.0054  -0.0076  0.0034
Si  3.9543  9.598  6.772  0.0197  -0.0067  0.0133
Si  7.7916  9.5857  6.7615  -0.0024  -0.0002  0.0135
Si  0.138  0.0497  8.6675  0.0245  -0.0322  0.0007
Si  4.0091  0.0532  8.6995  -0.0603  -0.0313  -0.0514
Si  7.8273  0.0676  8.655  0.0099  -0.0396  -0.0152
Si  2.0707  1.4241  8.7039  -0.0004  0.053  0.0197
Si  5.9179  1.434  8.7662  0.0131  0.0416  -0.0108
Si  9.781  1.3835  8.6789  0.0274  0.0393  -0.0113
Si  0.0981  5.5219  8.5662  -0.0161  -0.022  -0.0067
Si  4.009  5.4852  8.7462  0.007  -0.0489  -0.0166
Si  7.8259  5.4552  8.832  -0.0178  -0.0511  0.0046
Si  2.0649  6.7993  8.5771  -0.0089  0.0189  -0.0303
Si  5.9308  6.8617  8.7701  0.0111  0.0558  -0.0015
Si  9.7399  6.8356  8.7215  0.0034  0.0392  -0.0136
Si  2.1029  2.8444  10.6289  -0.0113  -0.0374  -0.0108
Si  5.9351  2.7566  10.781  0.0058  -0.0725  0.0339
Si  9.8459  2.833  10.5471  -0.0368  -0.0246  0.0146
Si  0.1362  4.2313  10.4879  0.0309  -0.0094  -0.0068
Si  4.0795  4.1806  10.7479  -0.0303  0.0642  0.0204
Si  7.9058  4.1095  10.8577  -0.0236  0.098  0.0485
Si  2.1481  8.1338  10.4676  -0.0846  -0.0421  -0.0132
Si  6.0216  8.229  10.7291  -0.0401  -0.0631  0.0333
Si  9.797  8.3147  10.577  -0.0046  -0.0579  0.0395
Si  0.1997  9.4911  10.4875  0.0277  0.0325  -0.034
Si  4.0148  9.5161  10.5361  0.0738  0.0489  0.0385
Si  7.893  9.7029  10.5933  0.0013  0.0291  0.0103
Si  0.1309  -0.0535  12.3239  -0.0651  0.1009  -0.0141
Si  3.9168  -0.1793  12.5145  -0.0002  0.064  0.0305
Si  7.9365  0.2519  12.4795  -0.0007  0.0897  -0.0074
Si  1.993  1.3474  12.4773  0.06  -0.0914  0.0522
Si  5.7959  1.2088  12.6217  0.0085  -0.0141  -0.0536
Si  9.98  1.4872  12.4473  -0.0509  -0.0705  0.0016
Si  0.1719  5.7249  12.3377  -0.0365  0.0729  0.0706
Si  4.2727  5.5  12.7928  -0.0101  0.0412  -0.0274
Si  8.2027  5.5354  12.8439  -0.0043  0.019  -0.1653
Si  2.2602  6.7642  12.3838  0.076  -0.1144  -0.0107
Si  6.2511  6.9158  12.7941  0.1032  -0.0867  0.0359
Si  9.8137  7.1711  12.6312  -0.024  -0.1354  -0.0569
O  0.3501  3.5967  15.7666  -0.0077  0.0075  0.0094
O  4.3396  4.5366  14.1788  0.0321  -0.0539  0.0459
O  5.5221  1.6602  14.2103  -0.0278  0.0108  0.0411
O  11.6016  10.0635  13.7722  0.0342  -0.0505  0.0769
O  6.6229  7.9646  14.0718  0.0053  0.0685  0.0071
O  10.4714  2.326  13.8348  0.05  0.0483  -0.0426
O  6.7593  4.4699  15.3073  -0.0292  0.0257  0.0299
O  1.6029  2.3219  13.7982  -0.0265  0.033  -0.0483
O  -0.4038  8.9568  16.0893  -0.0072  0.0042  -0.0412
O  10.0297  7.7373  17.9631  0.0038  -0.0079  -0.0306
O  2.1209  7.8028  13.6627  -0.0347  0.0237  -0.0389
O  7.9727  10.3285  13.8788  0.0042  -0.0633  -0.0097
O  11.4779  10.1589  28.5561  0.0403  -0.0247  0.026
O  11.7814  4.3698  28.655  0.0707  -0.0433  0.0114
O  7.4638  4.4334  28.3096  0.0074  -0.0473  0.0133
O  4.4697  13.8864  22.652  -0.0011  -0.0008  -0.0003
O  3.7073  9.9115  28.4339  -0.0055  -0.023  0.015
O  6.1743  2.117  28.4375  0.0393  0.0239  0.0165
O  1.7815  2.1904  28.4629  -0.0145  0.0522  0.0677
O  8.9337  2.2212  28.5205  -0.0198  0.0145  0.0159
O  7.5685  13.6337  26.2806  0.0064  -0.0042  0.0214
O  1.249  7.4927  28.2945  -0.0106  0.0124  -0.0156
O  2.902  4.5735  28.3279  -0.0695  -0.0462  -0.0057
O  9.1521  7.4547  28.2453  -0.0213  0.053  -0.0093
Si  5.1836  15.2462  15.5892  0.13  -0.0332  0.0395
Si  10.854  10.1418  20.6081  -0.0152  -0.0298  0.0062
Si  7.7532  14.2884  20.3234  0.0194  -0.0394  -0.0234
Si  -4.0569  35.6664  27.8951  -0.0029  0.0316  -0.0245
Si  11.8452  14.0929  14.2058  -0.0226  -0.1057  0.0604
Si  -2.6963  17.6173  18.4506  0.024  0.0196  0.0637
Si  7.371  10.6097  17.0281  -0.0218  0.0246  0.0362
Si  -3.3555  15.7365  15.8749  -0.1255  -0.0654  -0.0149
Si  0.535  -11.8754  15.2953  -0.042  -0.0073  0.0216
Si  10.7144  0.9764  24.7449  -0.0225  0.026  -0.0615
Si  14.7112  30.5153  14.6356  0.0554  0.02  0.0205
Si  -10.0782  3.7222  27.9687  0.0252  0.0022  0.0042
Si  -10.8547  15.9103  16.556  0.0168  0.0277  0.1322
Si  13.313  -3.0639  26.7734  0.074  0.0359  -0.0373
Si  -15.544  12.5355  25.0759  0.0362  -0.014  -0.0579
Si  -2.953  8.7709  27.425  -0.0056  -0.0113  -0.0145
Si  15.1654  -4.5318  16.7116  -0.0142  0.0027  0.1031
Si  -1.6926  4.9933  20.9511  0.019  0.007  -0.0073
Si  11.3447  7.6624  17.0476  -0.0101  -0.007  0.0768
Si  -2.6162  -8.626  17.6379  0.0146  -0.0266  0.0388
Si  13.8382  -14.4296  19.0846  0.0162  -0.0337  0.0278
Si  2.0792  0.845  16.8061  -0.0044  -0.0024  0.0655
Si  -26.8569  19.786  14.5379  -0.0047  -0.015  0.0327
Si  18.2218  9.5596  25.4467  -0.0076  -0.0026  -0.0295
Si  0.4843  17.4454  24.2634  -0.018  -0.0156  -0.0348
Si  12.4532  3.605  24.8341  -0.0432  -0.0194  -0.0594
Si  13.5165  -0.7439  19.3398  0.0069  -0.0189  0.0046
Si  7.2683  8.6105  22.6307  0.0238  0.0431  -0.0041
Si  -11.1652  2.8719  18.4409  -0.0178  0.0162  -0.0117
Si  -1.1861  9.0029  23.2892  0.0025  0.004  -0.0259
Si  12.7153  -9.4787  21.0146  -0.0192  0.0325  -0.0216
Si  12.9715  5.6366  21.5589  0.0016  0.0178  -0.0027
Si  11.3317  10.0986  26.9498  0.0025  0.0035  -0.1094
Si  7.3566  5.6005  21.973  0.0205  0.0161  -0.0105
Si  -3.7127  -1.6612  19.7622  -0.0077  0.0072  -0.0073
Si  -5.4979  2.9902  22.7034  0.0227  -0.0364  -0.0032
Si  27.6615  8.8177  27.4771  -0.0032  -0.0419  -0.045
Si  16.5765  -9.5409  15.7379  0.0542  -0.0016  0.0212
Si  -8.7277  14.2152  22.6836  -0.0116  0.0315  0.001
O  2.5358  4.5001  21.6557  0.0085  -0.0021  -0.0033
O  8.5248  0.8494  17.0511  0.0167  0.0146  -0.0355
O  -4.5226  -1.552  21.1918  -0.0065  -0.0092  0.0064
O  6.7661  2.4502  21.2809  -0.0053  0.0066  0.0032
O  1.0977  7.693  17.9409  0.0076  0.0128  -0.0429
O  8.873  5.1851  14.3853  0.0095  -0.0269  0.1217
O  -13.5444  5.6239  19.4502  -0.0091  0.0002  -0.0088
O  1.4157  17.496  22.9131  0.0111  -0.0026  0.0075
O  0.7449  -8.2425  20.0251  0.0032  -0.0272  -0.002
O  11.3502  17.1701  16.2304  -0.0076  0.0091  -0.0636
O  0.2265  4.6231  13.5471  -0.004  0.0567  -0.1053
O  -2.7999  19.7532  23.1573  -0.0105  -0.0085  0.0111
O  -13.2541  9.3145  26.6148  0.0255  0.0111  0.0349
O  -4.8228  -3.8686  22.3366  -0.0106  -0.0304  0.0018
O  1.7006  17.4186  20.2363  0.0012  0.0049  -0.0005
O  14.9347  7.9075  26.7443  -0.0572  -0.0076  0.0571
O  -4.9738  12.962  23.8973  -0.0308  0.0211  -0.0161
O  1.2977  -15.0923  25.6468  -0.0047  -0.0071  0.05
O  -4.3442  32.9243  25.5865  0.0021  -0.001  0.0425
O  -3.3221  5.9157  17.1105  -0.0074  -0.0099  -0.0777
O  4.0855  9.6559  13.7951  -0.0547  -0.0452  -0.0445
O  -2.6765  25.3128  16.4548  -0.0353  0.0288  -0.0471
O  30.3372  -0.8447  18.5653  0.0018  -0.0202  0.0052
O  -6.3772  -12.2897  26.2761  0.0204  0.0245  0.0317
O  8.9976  16.7089  22.0823  -0.0239  -0.0103  0.0207
O  4.9675  24.7734  16.3757  0.0196  0.0797  -0.0766
O  -21.5019  2.1692  17.6705  0.0125  -0.0132  -0.0334
O  17.9567  9.179  23.8716  0.0089  -0.0167  -0.0145
O  -0.7859  -0.4723  23.9486  -0.006  -0.0242  0.0252
O  10.9659  7.6926  24.0997  0.0015  0.007  0.0146
O  7.9256  -3.2624  19.3248  -0.0042  -0.0025  -0.0102
O  -3.7853  9.2789  16.1317  0.0066  -0.0071  -0.0401
O  -13.862  10.0222  20.0143  0.0104  0.0054  0.0053
O  13.9535  -7.2538  24.1715  0.0092  -0.0026  0.0152
O  7.9868  9.8517  28.4683  0.0018  -0.0255  0.0145
O  11.6631  -8.6861  24.3382  0.0189  0.012  0.0459
O  9.1962  1.5327  24.5499  0.0069  -0.0014  0.0414
O  -8.0955  -4.0789  18.2689  -0.0151  0.0174  -0.03
O  23.742  15.4168  18.1098  0.0034  -0.031  -0.0601
O  1.0345  9.3098  26.3663  -0.012  -0.0079  0.0542
O  3.4007  11.9058  15.8477  -0.0237  0.0091  -0.0299
O  1.9257  12.9461  22.2976  -0.001  -0.015  0.0079
O  11.1836  22.5163  26.2826  -0.005  -0.016  0.0681
O  7.1171  4.9007  20.464  -0.0125  0.0068  0.0048
O  -11.3149  9.9179  19.3621  0.0086  0.0183  -0.0107
O  -5.6441  11.2669  16.4913  -0.014  0.0014  -0.0363
O  9.3068  8.0548  14.0038  -0.0054  0.0885  0.0353
O  -15.3039  24.6171  18.8175  -0.0146  0.0252  0.0101
O  2.2604  5.512  16.2623  -0.0083  -0.0012  -0.0621
O  -18.3488  27.3289  16.6752  0.0172  -0.0086  -0.0533
O  11.2997  0.6491  21.2819  0.0119  0.014  -0.0048
O  2.067  -1.4334  15.4866  -0.0131  0.0446  -0.0141
O  15.4755  -14.2365  15.6666  -0.0132  -0.0204  -0.0389
O  1.1694  14.5634  26.4114  0.0008  -0.0054  -0.0208
O  2.6881  -13.0338  19.7855  -0.0174  0.0162  -0.0164
O  -0.1418  -5.9059  21.3892  -0.0147  -0.0102  -0.006
O  -4.9434  4.5173  22.9928  -0.004  0.0192  0.0149
O  11.0466  9.0009  21.7717  0.0066  -0.0052  -0.0077
O  -4.0172  -2.4689  26.2152  -0.001  -0.0001  0.0263
O  -0.033  15.8812  24.4186  0.0173  0.0077  0.0359
O  9.302  3.4588  20.9042  -0.0193  0.0056  0.0161
O  -1.06  24.122  18.1517  -0.0182  -0.0025  -0.0328
O  17.054  7.8486  28.3611  -0.0056  0.0327  0.0108
O  0.6702  -10.401  15.9902  0.0165  -0.0023  -0.0721
O  13.8295  -10.489  20.3779  0.0039  -0.0001  0.0043
O  14.03  -11.2784  17.867  -0.01  -0.0033  -0.0137

Results
free energy: -175140.861 eV
free energy less fixed offsets of O -568.88, Si -635.61 eV per atom: 2.289 eV

The program warned: the cutoff lies below the one the program advises for these potential files; the exchange-correlation potential is rough where the density is thin.
